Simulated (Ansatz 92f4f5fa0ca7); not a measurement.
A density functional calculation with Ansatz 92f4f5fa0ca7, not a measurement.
Periodic cell of 190 atoms, Si104O86, from a study of silicon, its oxide and their interface. The atomic structure is a simulated model.

Settings
functional: PBE
potential files: Ansatz PAW
basis: plane waves
wave-function cutoff: 700 eV
density cutoff ratio: 5
exchange-correlation grid ratio: 2
k mesh: 2 x 2 x 1, shifted by 0.5 0.5 0.5 of a step
self-consistency stop: 5e-08 eV per atom in the density residual
occupations: Fermi-Dirac, 0.05 eV
spin: none
net charge: 0

Cell vectors (angstrom)
a, 11.5983, 0, 0
b, 0, 11.5983, 0
c, 3.2638, 4.384, 23.7568

Atoms and the computed forces on them: element, x, y, z (angstrom), force x, y, z (eV/angstrom)
Si, 4.6802, 9.164, -0.5589, -0.2871, -0.1591, -0.3918
Si, 4.0477, 4.7894, -0.7037, 0.0351, -0.0788, -0.2965
Si, 5.4296, 4.9211, 2.0774, -0.7755, 0.0732, -0.3228
Si, 4.3024, 7.1486, -2.6513, -0.0962, 0.2166, -0.2093
Si, 8.436, 0.7727, 1.9382, -0.0686, -0.0395, -0.2498
Si, 8.4672, 4.0767, -0.7001, 0.079, 0.0055, -0.5007
Si, 11.847, 7.0366, 0.3264, 0.1386, 0.0578, -0.2198
Si, 10.9109, -0.0142, 0.0895, -0.0926, 0.0215, -0.323
Si, 10.8695, 2.4425, -1.4224, -0.0039, 0.133, -0.3375
Si, 7.7185, 8.6769, 2.0496, 0.4779, 0.1006, -0.4362
Si, 5.9396, 0.2391, -0.0954, -0.0573, 0.0741, -0.0047
Si, 7.7955, 4.9127, 2.04, 0.7833, 0.1168, -0.206
Si, 9.4881, 8.7812, -0.5014, 0.0225, -0.1038, -0.1627
Si, 13.1011, 0.371, 2.1983, -0.3755, -0.082, -0.6213
Si, 12.6663, 4.2093, 0.1543, -0.0456, -0.0991, -0.4406
Si, 5.341, 8.6294, 2.3294, -0.5255, -0.0562, -0.0426
Si, 3.9361, 0.7774, 2.2587, 0.6918, -0.1824, -0.1093
Si, 5.8495, 2.7183, -1.5331, -0.122, 0.2511, -0.3316
Si, 8.4272, -1.0894, 3.3776, 0.0009, -0.034, -0.0068
Si, 8.4093, 2.8892, 3.1318, -0.0162, -0.1235, -0.1046
Si, 8.4003, 6.7925, 3.3518, -0.137, 0.0855, 0.174
Si, 12.507, -1.513, 3.543, -0.1291, -0.1872, 0.2596
Si, 12.4548, 2.5907, 2.9898, 0.0012, 0.3807, -0.2537
Si, 12.4184, 7.6112, 3.4126, 0.0508, -0.2284, -0.4727
Si, 4.677, -1.0829, 3.5895, -0.0757, 0.0893, -0.1621
Si, 4.6522, 2.9074, 3.2141, 0.0291, 0.044, -0.0324
Si, 4.7819, 6.6986, 3.5457, 0.1177, 0.014, 0.039
Si, 6.6192, -1.0149, 4.8938, 0.2651, -0.0689, 0.2258
Si, 6.5839, 2.9231, 4.6804, -0.1174, 0.1582, 0.112
Si, 6.6163, 6.7865, 5.0045, 0.1782, -0.0384, 0.0663
Si, 10.4531, -1.0494, 4.6267, -0.1484, 0.0652, 0.0164
Si, 10.4742, 2.865, 4.3293, -0.1558, -0.0219, 0.2519
Si, 10.4519, 6.8278, 4.5887, -0.215, -0.0212, 0.1306
Si, 14.3558, -1.1841, 4.9253, 0.1099, -0.0846, 0.1641
Si, 14.2657, 2.9871, 4.4756, -0.0778, 0.0538, 0.0793
Si, 14.31, 6.8154, 4.7214, 0.1571, 0.1114, 0.042
Si, 6.565, 8.7071, 6.4333, -0.0687, 0.0155, -0.2392
Si, 6.6951, 1.0111, 6.0217, 0.1027, -0.0233, -0.0819
Si, 6.5879, 4.822, 6.3187, -0.0377, 0.1144, -0.0948
Si, 10.3189, 8.6959, 6.0466, 0.2258, 0.0329, -0.043
Si, 10.5301, 0.9904, 5.8426, -0.0082, -0.0533, 0.154
Si, 10.413, 4.7269, 5.8636, 0.0576, 0.0877, -0.1739
Si, 14.4039, 8.556, 6.3644, -0.0829, 0.1321, 0.0732
Si, 14.3182, 1.0045, 5.8025, -0.1329, -0.0171, 0.2544
Si, 14.2246, 4.7991, 6.0024, -0.1122, -0.2, -0.0084
Si, 8.5813, 8.6271, 7.6507, 0.0731, 0.098, 0.0101
Si, 8.6511, 1.0275, 7.3245, 0.0337, -0.0691, -0.0213
Si, 8.6556, 4.7709, 7.5819, -0.1167, -0.1883, -0.2736
Si, 12.2793, 8.6789, 7.3683, -0.1362, -0.0011, -0.0664
Si, 12.4745, 0.9716, 7.2859, -0.0385, -0.0883, -0.306
Si, 12.2614, 4.7632, 7.3276, -0.0286, -0.0066, 0.0508
Si, 4.6247, 8.8709, 7.8748, 0.0141, -0.0375, -0.0345
Si, 4.655, 1.0084, 7.0968, 0.0581, 0.0765, 0.142
Si, 4.4664, 4.749, 7.5221, 0.0894, 0.1603, 0.0318
Si, 8.5188, -0.8893, 8.7353, 0.0197, 0.0794, 0.0427
Si, 8.7362, 2.781, 8.9425, 0.1056, -0.1162, -0.1304
Si, 1.5786, 6.6257, 10.3372, -0.6417, -0.034, 0.453
Si, 6.5931, 11.374, 9.8796, -0.0035, -0.3798, -0.2303
Si, 12.4349, 2.8164, 8.7504, -0.1431, -0.0046, -0.1238
Si, 11.7348, 6.7469, 8.5341, 0.084, -0.117, -0.1701
Si, 13.4699, 10.5633, 10.7278, 0.1127, 0.1766, 0.5327
Si, 4.8297, 2.7093, 8.6082, 0.1433, -0.0648, -0.2095
Si, 2.8998, 2.6889, 9.8703, 0.3774, 0.3978, 0.2517
Si, 2.7584, 8.4592, 11.2113, -0.1213, 0.0243, -0.074
Si, 4.5801, -0.5278, 8.802, -0.1876, 0.0486, 0.1476
Si, 3.5605, 5.4638, 9.7097, 0.5947, -0.4411, 0.1759
Si, 10.3994, -0.4073, 9.9746, -0.0366, 0.1325, 0.0551
Si, 10.6651, 2.0723, 10.1697, 0.1255, 0.1865, 0.4267
Si, 6.027, 9.0568, 11.6489, 0.2525, 0.3996, 0.0001
Si, 12.2669, -0.9569, 8.6763, 0.1354, 0.0418, 0.0485
Si, 15.0496, 12.238, 10.7985, -0.1886, -0.6348, -0.1857
Si, 9.3511, 6.6917, 8.8341, -0.0171, 0.1089, 0.5884
Si, 6.5412, 1.8582, 12.4229, 0.3145, 0.4505, 0.1092
Si, 3.8266, 14.5596, 15.2182, 0.1703, -0.0339, 0.3713
Si, -0.7102, 10.3531, 12.1411, 0.1965, 0.4154, 0.2303
Si, 11.0945, 14.5672, 13.3154, -0.0829, -0.1071, 0.1667
Si, 3.5915, 5.7325, 14.1092, 0.0241, -0.2487, -0.0931
Si, 3.683, 8.6515, 13.4458, -0.1941, -0.4559, 0.1422
Si, 9.1709, 12.4527, 13.9075, 0.0186, -0.0105, 0.1799
Si, 4.7351, 7.9953, 10.0337, -0.201, -0.5208, -0.0266
Si, 11.0888, 12.1896, 17.6738, -0.0523, -0.0468, 0.1693
Si, 13.0945, 12.7109, 20.1464, 0.0921, 0.0093, -0.2945
Si, 10.6061, 8.3993, 13.5643, 0.1616, -0.126, -0.0444
Si, 12.589, 8.1844, 20.237, 0.0873, -0.0508, -0.2001
Si, 12.9821, 12.9942, 15.2509, -0.1206, 0.1556, 0.3443
Si, 8.1891, 16.1547, 18.9268, -0.1149, -0.0519, -0.0528
Si, 12.2124, 5.7988, 13.0732, 0.055, 0.117, 0.0463
Si, 15.4545, 2.8547, 19.6396, 0.0263, 0.0032, -0.0203
Si, 3.4567, 10.8327, 14.4019, -0.6712, -0.0345, 0.1642
Si, 5.159, 8.5166, 18.556, -0.0002, 0.0171, 0.1126
Si, 4.4403, 0.9339, 12.9747, -0.0198, 0.586, 0.0068
Si, 6.748, 2.1111, 10.0167, -0.4544, 0.0948, 0.1415
Si, 7.8898, 8.2884, 17.4921, -0.0104, -0.1324, 0.1357
Si, 8.345, 7.0386, 11.8855, 0.082, -0.247, 0.1235
Si, 14.4957, 10.2858, 19.1782, 0.0808, -0.0257, -0.045
Si, 5.2982, 5.4534, 18.7839, 0.0321, -0.0492, 0.0424
Si, 6.9945, 5.5026, 16.4486, 0.0387, 0.0278, 0.3024
Si, 15.8147, 10.4814, 16.5855, 0.1669, -0.0765, 0.882
Si, 8.3535, 1.594, 18.6759, -0.02, -0.0651, 0.1017
Si, 5.588, 13.1204, 17.2798, -0.0104, -0.0559, 0.2228
Si, 5.2984, 1.5611, 22.0362, 0.1043, 0.0033, -0.3622
Si, 9.5855, 10.2596, 16.0053, -0.0173, 0.1051, 0.2646
Si, 6.4614, 4.9611, 13.3618, -0.0902, 0.0475, 0.1985
Si, 9.9224, 6.9834, 19.3825, -0.0139, 0.0516, -0.0975
O, 3.2089, 9.7008, -1.056, 0.1415, 0.0215, 0.1394
O, 6.7919, 8.6692, 18.6534, -0.0365, 0.019, -0.0286
O, 4.301, 5.6107, -2.1105, -0.0417, -0.1278, 0.2795
O, 4.6111, 0.6292, 0.748, -0.2855, 0.0706, 0.085
O, 9.693, 3.0306, -0.442, -0.0903, 0.0118, 0.1447
O, 8.456, 5.1808, 0.4881, -0.3255, 0.0292, 0.4986
O, 8.1356, 8.8215, 0.409, -0.2977, -0.0278, 0.3566
O, 7.283, 0.5423, 0.7655, 0.1369, 0.0265, 0.1928
O, 7.0279, 3.3263, -0.5901, -0.0126, -0.0746, 0.1305
O, 4.9463, 5.3593, 0.5239, 0.3346, -0.0017, 0.3925
O, 5.1869, 8.0046, -1.5843, 0.0408, 0.1284, 0.2156
O, 10.342, 7.5877, 0.1844, -0.099, -0.0538, 0.0885
O, 9.9237, 0.6475, 1.2083, -0.1432, 0.1516, 0.2045
O, 12.4301, 0.0195, 0.6841, 0.2991, 0.1835, 0.3231
O, 12.2994, 3.0465, -0.9341, 0.0472, 0.0513, 0.1746
O, 12.4475, 7.0398, 1.8401, -0.0116, 0.2219, 0.5584
O, 12.5302, 3.6623, 1.6778, -0.0055, -0.4382, 0.4656
O, 11.6896, 5.4797, -0.118, -0.0282, -0.0021, 0.052
O, 6.5769, 3.4034, 12.9797, -0.0551, -0.277, 0.0763
O, 9.0475, 6.6027, 10.4849, 0.077, 0.0175, -0.4283
O, 3.3477, 4.1144, 10.7206, -0.2504, -0.0587, -0.6233
O, 9.2037, 8.5506, -2.1119, -0.0134, 0.0427, 0.3518
O, 11.9636, 12.2347, 19.0603, 0.0339, 0.009, 0.0388
O, 8.2255, 9.5918, 16.6017, 0.0856, 0.0507, -0.1173
O, 16.3304, 8.9564, 17.0218, -0.1236, 0.1225, -0.2594
O, 2.7545, 7.677, -2.7002, -0.0037, 0.0273, 0.1382
O, 8.1911, 11.8499, 19.6237, -0.0178, 0.0241, 0.0771
O, 5.8316, 10.2946, -0.5606, 0.1479, 0.0844, 0.1019
O, 4.4425, 8.5591, 0.926, 0.2716, -0.032, 0.1676
O, 9.2672, 7.6437, 20.7081, 0.0017, -0.0745, 0.2486
O, 2.5308, 4.8003, -0.1796, -0.0396, 0.051, 0.0998
O, 15.919, 9.5328, 19.5465, -0.0407, -0.0359, 0.0112
O, 12.8151, 7.9672, -0.5884, -0.0981, -0.1475, 0.1723
O, 13.8585, 2.4704, 19.5994, -0.039, -0.0381, 0.0541
O, 10.3911, -1.484, -0.3111, -0.0118, 0.0411, 0.0673
O, 10.8981, 0.8311, -1.3124, -0.0396, -0.1476, 0.3094
O, 10.5226, 2.8381, -2.9626, 0.0029, 0.0088, 0.2322
O, 8.6474, 4.615, -2.2512, -0.0016, -0.0122, 0.2253
O, 12.3837, 13.8053, 13.9653, 0.0585, -0.0874, -0.1369
O, 14.5734, 10.8449, 17.6403, 0.0729, -0.0685, -0.281
O, 3.8297, 13.9591, 13.6949, -0.0091, -0.2721, -0.2409
O, 7.2918, 7.1059, 16.5486, 0.0279, -0.0349, -0.1147
O, 11.8605, 12.8255, 16.4076, 0.1404, -0.0049, -0.2707
O, 11.8172, 7.2646, 13.7369, 0.074, 0.1457, 0.0204
O, 4.9296, 5.509, 13.1882, -0.0633, 0.0609, -0.1194
O, 9.7776, 13.9645, 14.0909, 0.0429, -0.0087, -0.1056
O, 11.2381, 16.1808, 13.5764, -0.045, 0.0373, -0.0617
O, 2.1589, 5.4278, 13.4107, 0.0904, 0.0504, -0.0725
O, 3.5546, 7.33, 14.4953, 0.0699, 0.5992, -0.2962
O, 6.2531, 10.6885, 11.418, 0.191, -0.2473, -0.2147
O, 5.1818, 14.0517, 16.0015, -0.1547, 0.0453, -0.1938
O, 3.7102, 16.1911, 15.2773, -0.0084, -0.1239, -0.0264
O, 10.617, 10.6731, 17.2278, -0.0362, -0.0323, -0.1401
O, 10.3028, 9.1792, 14.9902, 0.0613, -0.1232, -0.132
O, 1.9568, 11.538, 14.7643, 0.3561, -0.074, -0.2121
O, 0.9003, 10.7732, 12.1084, -0.0854, -0.2897, -0.45
O, 7.5055, 8.3959, 11.6261, 0.0868, 0.177, 0.0142
O, 14.1375, 13.9058, 15.9793, 0.0277, -0.0742, -0.1721
O, 7.4287, 5.8, 12.3759, 0.0862, 0.136, -0.0879
O, 4.9234, 6.3069, 10.2005, -0.1568, 0.5522, 0.2324
O, 7.1672, 1.7002, 17.5755, -0.0292, 0.0253, -0.0321
O, 12.1473, 5.8712, 11.4428, 0.2005, 0.0622, -0.1856
O, 4.4106, 3.226, -0.988, 0.0654, 0.0334, 0.0954
O, 5.5577, 5.2132, 17.1878, 0.0395, 0.0274, -0.0973
O, 8.3297, 3.0244, 19.4892, -0.0117, 0.0895, 0.02
O, 5.3184, 8.8449, 13.1298, 0.1776, 0.0386, -0.324
O, 9.3023, 7.7716, 18.1129, -0.0004, -0.0156, 0.0064
O, 9.5213, 5.4002, 19.3554, 0.0072, -0.004, -0.0225
O, 5.939, 1.1071, -1.4741, 0.0658, -0.1779, 0.1637
O, 9.3832, 7.435, 13.0736, -0.2805, -0.1822, -0.1225
O, 10.9346, 14.2989, 11.7092, -0.0622, -0.2549, -0.3914
O, 9.0392, 11.6436, 15.3161, 0.0056, 0.0239, -0.1628
O, -1.4242, 11.5289, 13.0389, 0.0246, 0.0309, -0.1274
O, 8.1158, 4.6322, 17.2789, -0.054, 0.0724, -0.0221
O, 14.222, 11.5063, 20.2302, -0.0508, -0.0326, 0.0123
O, 7.7495, 0.9989, 13.1437, -0.1867, 0.0402, -0.1593
O, 4.6907, 1.9488, 18.574, 0.0256, 0.0011, -0.0709
O, 5.4197, 11.5326, 16.9609, -0.0638, 0.0912, -0.1662
O, 6.7742, 5.2089, 19.5065, 0.0635, -0.0281, 0.0162
O, 4.3464, 2.5312, 21.1593, 0.0505, -0.0684, 0.1551
O, 13.2392, 9.247, 19.2042, -0.0696, -0.0753, 0.075
O, 15.7425, 4.4373, 19.3333, 0.0258, 0.0318, -0.0293
O, 9.7755, 1.5064, 17.9276, 0.0503, 0.0192, -0.0778
O, 6.9658, 5.1016, 14.9013, -0.0349, -0.0322, -0.2372
O, 4.7763, 6.9863, 18.9855, 0.0103, 0.0236, -0.0373
O, 11.5303, 7.229, 19.4375, -0.0009, 0.0267, 0.0501

Results
free energy: -115034.384 eV
free energy less fixed offsets of O -569.03, Si -635.61 eV per atom: 5.636 eV
pressure: 0.00 GPa
stress xx, yy, zz, yz, xz, xy (GPa, positive in tension): -0.79, 0.22, 0.57, -0.28, -0.15, 0.19

The program warned: the cutoff lies below the one the program advises for these potential files.
